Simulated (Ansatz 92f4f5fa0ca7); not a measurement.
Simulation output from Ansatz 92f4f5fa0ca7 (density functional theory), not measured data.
Periodic cell of 250 atoms, Si166O84, from a study of silicon, its oxide and their interface. The atomic structure is a simulated model.
Doubt: the cutoff is far below the 930 eV that the study's wrapper takes by default for these files, so forces and energies are approximate.
This geometry differs little from another in the collection (a relaxation step or a small displacement).

Settings: functional PBE; potential files Ansatz PAW; basis plane waves; wave-function cutoff 580 eV; density cutoff ratio 5; exchange-correlation grid ratio 1; k mesh 1 x 1 x 1, Gamma-centred; self-consistency stop 5e-08 eV per atom in the density residual; occupations fixed; spin none; net charge 0.

Cell vectors (angstrom)
a 10.938 0 0
b 0 10.938 0
c 0 0 37.2436

Atoms: element, x, y, z (angstrom)
Si 0 0 0.683
Si 5.469 0 0.683
Si 2.7345 2.7345 0.683
Si 8.2035 2.7345 0.683
Si 0 5.469 0.683
Si 5.469 5.469 0.683
Si 2.7345 8.2035 0.683
Si 8.2035 8.2035 0.683
Si 1.3673 1.3673 2.0503
Si 6.8362 1.3673 2.0503
Si 4.1018 4.1018 2.0503
Si 9.5708 4.1018 2.0503
Si 1.3673 6.8362 2.0503
Si 6.8362 6.8362 2.0503
Si 4.1018 9.5708 2.0503
Si 9.5708 9.5708 2.0503
Si 2.7345 0 35.1921
Si 8.2035 0 35.1921
Si 0 2.7345 35.1921
Si 5.469 2.7345 35.1921
Si 2.7345 5.469 35.1921
Si 8.2035 5.469 35.1921
Si 0 8.2035 35.1921
Si 5.469 8.2035 35.1921
Si 4.1018 1.3673 36.5594
Si 9.5708 1.3673 36.5594
Si 1.3673 4.1018 36.5594
Si 6.8362 4.1018 36.5594
Si 4.1018 6.8362 36.5594
Si 9.5708 6.8362 36.5594
Si 1.3673 9.5708 36.5594
Si 6.8362 9.5708 36.5594
Si -0.5944 0.6054 27.3371
Si 5.6946 -0.4924 27.0019
Si 2.0295 3.4807 27.1578
Si 8.5572 2.2369 27.2203
Si 0.2629 5.1869 27.1738
Si 4.8844 6.2155 27.1336
Si 3.138 8.0575 27.0199
Si 7.4004 8.7334 27.0702
Si 1.2482 1.5822 28.4027
Si 6.6453 1.3501 28.2251
Si 3.9252 4.3468 28.2798
Si 9.4645 4.1354 28.3746
Si 1.3412 6.9889 28.2439
Si 6.6107 7.0413 28.5148
Si 4.0695 9.6142 28.5025
Si 9.3359 9.6192 28.2203
Si 2.6408 0.1294 29.6694
Si 8.0345 0.0377 29.7109
Si -0.1079 2.8549 29.849
Si 5.3334 2.849 29.5506
Si 2.6434 5.6533 29.7704
Si 8.0784 5.5616 29.6525
Si -0.1206 8.2978 29.5695
Si 5.3602 8.3284 29.9848
Si 4.0424 1.4698 31.0281
Si 9.4594 1.3991 31.0888
Si 1.308 4.2224 31.1323
Si 6.7383 4.1466 31.0052
Si 4.0023 6.9023 31.2196
Si 9.5133 6.898 31.0125
Si 1.2609 9.6477 31.0024
Si 6.7907 9.6695 31.2196
Si -0.0705 0.0399 32.4375
Si 5.3955 0.1107 32.4814
Si 2.6878 2.7997 32.4441
Si 8.1157 2.7889 32.428
Si -0.0744 5.5546 32.4637
Si 5.4186 5.4849 32.4678
Si 2.6205 8.2973 32.4717
Si 8.1858 8.2365 32.4664
Si 1.3535 1.3753 33.8032
Si 6.8237 1.3981 33.8364
Si 4.0914 4.096 33.8344
Si 9.5456 4.1086 33.8063
Si 1.3393 6.8595 33.8354
Si 6.834 6.8327 33.8177
Si 4.077 9.5978 33.8194
Si 9.5714 9.5722 33.8306
Si 2.7431 -0.0163 3.4182
Si 8.2161 -0.0076 3.4219
Si 0.0228 2.733 3.4301
Si 5.4743 2.7153 3.4092
Si 2.7544 5.4634 3.4225
Si 8.215 5.4526 3.4172
Si 0.0074 8.1851 3.4111
Si 5.4824 8.1892 3.429
Si 4.1804 1.2843 4.7784
Si 9.655 1.2922 4.7845
Si 1.4254 4.0777 4.803
Si 6.8582 4.0601 4.7684
Si 4.1943 6.7428 4.801
Si 9.6506 6.756 4.7793
Si 1.4271 9.4926 4.7728
Si 6.8734 9.5398 4.7922
Si 0.0991 -0.0979 6.1737
Si 5.5089 -0.0872 6.2259
Si 2.8577 2.694 6.0935
Si 8.2431 2.6674 6.0604
Si 0.0957 5.4333 6.2277
Si 5.5537 5.3805 6.2414
Si 2.8133 8.0985 6.1123
Si 8.2681 8.1274 6.0764
Si 1.5807 1.2808 7.4436
Si 6.9563 1.3162 7.4991
Si 4.2007 3.9313 7.6059
Si 9.5836 3.9999 7.4511
Si 1.5693 6.7689 7.6136
Si 6.9873 6.7997 7.5372
Si 4.1458 9.3703 7.567
Si 9.6672 9.3754 7.482
Si 2.8667 -0.1136 8.9258
Si 8.2849 -0.1697 8.7682
Si 0.0703 2.5742 8.6717
Si 5.6297 2.5843 9.006
Si 2.8901 5.2995 9.0437
Si 8.3643 5.43 8.9067
Si 0.1629 8.1361 8.9657
Si 5.554 8.0141 8.9875
Si 4.7912 0.6218 10.1642
Si 10.1057 0.7934 9.9042
Si 0.9218 4.2886 10.0061
Si 6.6406 4.44 10.1762
Si 4.7676 6.1411 10.3413
Si 10.3555 6.19 10.1233
Si 0.959 10.0622 10.1796
Si 6.6501 9.7586 10.1676
O 13.7444 19.345 16.5239
O 11.4887 -3.6203 21.547
O -9.9704 17.8652 15.452
O 10.7971 15.905 14.0941
O 19.9568 16.5729 18.8821
O 4.4466 17.4511 11.9444
O 22.6449 38.0729 23.3263
O 0.9733 -0.7168 17.4001
O 2.4597 3.2928 25.5753
O 2.8609 8.9884 25.6142
O 16.6892 15.1109 16.4652
O 5.7091 5.9318 25.691
O 7.3321 8.1183 25.5014
O -6.1766 13.9864 21.3756
O -7.7149 18.5924 14.065
O 4.7219 29.4465 21.2239
Si 1.1122 30.0349 20.2441
Si 25.4621 17.1915 13.3127
Si -26.9311 26.9525 15.0947
Si -8.1594 46.7686 18.0747
Si 18.051 12.0213 19.1831
Si -15.4632 39.8505 24.6914
Si -38.6571 25.5982 22.8008
Si -11.9381 1.8412 24.8353
Si -1.5921 23.0123 12.9446
Si 14.5526 1.9127 15.555
Si -9.412 28.0726 22.2631
Si 7.7781 29.392 15.4237
Si 25.8862 9.1456 17.3458
Si -8.8965 -2.8398 15.1112
Si 13.7525 35.0956 24.3683
Si 13.5257 21.3854 21.7778
Si -23.2348 4.4679 17.8477
Si 15.4035 23.665 20.4081
Si 18.5298 -16.3249 19.7019
Si 7.7759 15.8834 22.8524
Si 22.4726 27.0712 12.6504
Si 10.6254 27.8076 15.4181
Si 0.2997 9.9198 13.1893
Si 4.3475 39.7134 22.6741
Si -6.0405 55.9859 13.0951
Si 34.9644 11.2961 17.3371
Si 18.3033 14.2319 12.9869
Si 8.2558 31.2473 12.9076
Si 6.8417 25.5001 17.5562
Si -0.2967 31.9923 18.3842
Si 5.0658 29.0515 19.6678
Si 33.3036 1.5459 22.3986
Si -0.37 37.534 24.3477
Si -5.2037 -0.0651 15.5332
Si 13.4933 27.5133 19.5452
Si -0.9554 1.9722 19.7512
Si -40.1896 -0.702 24.7755
Si 7.8834 9.9174 17.1687
O 16.3222 32.7748 13.93
O -4.4331 28.3946 15.4694
O 8.7566 13.5046 13.4732
O 4.6874 16.2382 22.7238
O 2.15 -5.3276 12.9173
O 15.1348 11.8003 11.7065
O 18.2654 21.4347 18.5982
O -0.8949 1.408 23.2759
O 8.3794 56.4037 20.0249
O -19.7145 16.177 21.0858
O -26.0218 34.8536 17.8993
O 1.7897 7.0552 19.2212
O -8.1042 33.5764 24.9844
O -5.8599 10.4558 25.4203
O -0.3053 44.3681 25.6767
O -5.8138 -1.407 16.2214
O -0.3265 28.1675 11.8033
O 10.1738 57.903 18.708
O 9.2124 4.5576 23.4792
O -8.8244 15.3454 18.5756
O 3.4199 -11.8892 23.1354
O 10.7253 0.5094 13.5978
O -2.6184 36.7728 16.936
O 26.9114 23.1757 16.0981
O 14.3309 22.5967 21.0226
O 9.874 9.045 12.8267
O 21.6124 26.9288 16.8002
O 9.6063 12.3111 11.3642
O -7.7306 36.002 16.4925
O 7.395 52.8557 11.537
O 40.1842 6.3237 23.6017
O -10.1829 47.6462 11.6492
O 18.2566 -0.0841 15.9385
O 5.8465 44.7196 20.1814
O 7.6216 52.2255 14.1064
O 39.5181 -7.2043 23.1201
O 12.1229 31.1891 14.4144
O 24.6246 7.0079 22.9911
O 2.2819 20.1481 20.7411
O 29.4845 8.353 16.8175
O -4.2628 28.774 19.5772
O 12.6912 1.7371 18.1258
O 4.1629 27.7226 19.3325
O -21.9022 24.1965 21.0517
O -3.9826 4.342 14.1335
O -37.5603 -8.7394 12.7484
O 12.1569 9.906 11.8284
O 14.7463 2.1877 13.9616
O -14.3849 25.9734 11.5776
O -17.4305 16.2274 14.3386
O 8.1588 21.9139 13.194
O 9.2127 28.6223 15.3553
O -9.2175 24.2401 23.1333
O -19.4046 55.4442 15.7777
O -6.2615 19.2446 18.5637
O -0.4445 -10.4052 19.2313
O 1.081 0.0511 22.1368
O 10.8112 3.2283 24.9784
O 15.2244 24.6897 23.8854
O 14.9473 -8.4074 19.0228
O -4.2325 4.3627 19.0102
O 8.4739 13.117 25.5134
O -5.7565 40.5246 23.8302
O 9.4891 31.8472 17.2709
O 3.449 10.5434 18.0005
O -3.0219 5.2159 21.2548
O 10.8283 41.698 19.4434
O -0.3301 5.686 25.6669

Results
free energy: -153296.989 eV
free energy less fixed offsets of O -568.88, Si -635.61 eV per atom: 0.191 eV

Forces (eV/angstrom), in the order of the atoms: element, x, y, z
Si 0.0297 -0.0192 0.0148
Si 0.029 -0.0609 0.0129
Si 0.0508 -0.0412 -0.0211
Si 0.0436 -0.0522 -0.0215
Si 0.0394 -0.0467 0.006
Si 0.0716 -0.0488 0.0191
Si 0.032 -0.0067 -0.0114
Si 0.0254 -0.0664 -0.0188
Si 0.0976 -0.0076 0.041
Si 0.1842 -0.0274 -0.0481
Si -0.0307 -0.134 -0.027
Si 0.0714 -0.1714 0.0167
Si 0.1581 -0.0775 -0.0275
Si 0.1329 0.0137 0.0357
Si 0.0765 -0.1693 0.0382
Si 0.0051 -0.0979 -0.0046
Si -0.1643 0.1639 0.0296
Si -0.0552 0.0652 -0.0711
Si -0.1015 0.0598 -0.181
Si -0.0774 0.1036 0.2241
Si -0.0876 0.0965 -0.0631
Si -0.0619 -0.0065 0.0232
Si -0.1023 0.1169 0.2445
Si -0.0826 0.0678 -0.1972
Si -0.0472 0.0582 0.0018
Si -0.0331 0.033 -0.0022
Si -0.0519 0.0325 -0.011
Si -0.0462 0.0521 0.0113
Si -0.0489 0.0395 -0.0017
Si -0.0292 0.0587 -0.0024
Si -0.0424 0.0323 0.0066
Si -0.0242 0.0443 -0.012
Si 0.0055 0.0089 -0.0021
Si -0.0021 0.0028 0.0009
Si 0.0168 0.0151 0.0033
Si -0.0075 -0.0063 0.0005
Si -0.0128 -0.0115 0.0007
Si 0.0028 0.0052 -0.0029
Si -0.0051 -0.0026 0.0001
Si 0.0027 0.0033 -0.0009
Si -0.0067 -0.0099 0.0056
Si 0.0022 0.0019 0.0003
Si -0.008 -0.0109 0.0018
Si 0.0043 0.0076 0.0009
Si 0.0081 0.0074 0.0015
Si 0.0008 -0.0053 0.0065
Si 0.0014 0.0015 0.0004
Si -0.0031 -0.0067 0.004
Si 0.0004 0.0011 -0.0017
Si 0.0013 0.0045 -0.0044
Si -0.0023 -0.0019 -0.0086
Si 0.0009 0.0018 -0.0013
Si -0.0008 -0.0017 -0.0037
Si -0.0007 -0.0013 -0.0017
Si -0.0003 -0.0002 -0.0017
Si -0.0002 -0.0007 -0.0053
Si 0.0002 0.0007 -0.0009
Si 0.0013 -0.0027 0.0044
Si 0.0049 0.0025 0.0048
Si -0.0006 -0.0001 -0.0004
Si -0.0004 0.0009 0.0046
Si -0.0004 -0.0001 -0.0006
Si -0.0004 0 0.0002
Si 0.0004 -0.0025 0.0046
Si -0.0007 0.0002 -0.0018
Si -0.0001 0.0009 -0.0001
Si -0.0003 -0.0007 -0.0011
Si -0.0008 0.0021 -0.0012
Si -0.0003 0.001 -0.0007
Si 0.0005 -0.0012 -0.0014
Si 0.0013 0.0006 -0.0014
Si 0.0001 0.0001 -0.0006
Si -0.0002 0.0004 -0.0002
Si 0.0009 -0.0007 0
Si -0.0001 0.0009 -0.0001
Si 0.0004 -0.0014 0
Si 0.0004 -0.0007 -0.0001
Si -0.0007 0.0006 -0.0002
Si 0 -0.0008 0.0002
Si -0.0001 0.0003 -0.0002
Si 0.0007 0.0002 0.0002
Si -0.0008 -0.0002 -0.0002
Si 0 0.0006 -0.0002
Si -0.0001 -0.0002 0.0002
Si -0.0007 -0.0003 -0.0003
Si 0.0001 -0.0003 0.0001
Si -0.0001 -0.0004 0.0003
Si 0.0002 0.0004 -0.0003
Si -0.0002 0 0.0007
Si 0.0001 0.0002 -0.0009
Si 0.0001 -0.0006 0.0008
Si 0.0007 0.0003 -0.0006
Si 0.0012 -0.0008 -0.0013
Si 0.0002 0.0004 0.0003
Si 0.0006 0 -0.0006
Si 0.0003 -0.0003 0.0008
Si 0.0006 -0.0009 0.0014
Si -0.0004 0.0001 -0.002
Si 0.001 0.0004 -0.0011
Si -0.0013 0.0007 -0.0018
Si -0.0003 -0.0002 -0.0002
Si 0.0008 0.0001 0.0006
Si -0.0017 0.0022 -0.0012
Si -0.0011 -0.002 -0.0006
Si -0.0007 -0.0012 0.0008
Si -0.0005 -0.0017 0.0035
Si -0.0021 -0.0009 0.0014
Si 0.0026 0.0008 0.0024
Si -0.001 -0.0025 0.0017
Si 0.0007 0.0006 -0.0009
Si 0.003 0.0002 0.0037
Si 0 -0.0003 0.0013
Si -0.0025 0.0004 -0.0026
Si -0.001 0.0004 -0.0049
Si 0.0001 -0.0008 0
Si 0.0008 0.0011 -0.0034
Si 0.003 0.0005 -0.0018
Si -0.0017 -0.0005 -0.0016
Si 0.0006 0.0017 -0.0035
Si -0.0004 0.0001 -0.0009
Si 0.0014 0.0007 0.0018
Si 0.0055 0.0002 -0.0083
Si 0.0029 -0.0002 0.0021
Si -0.0011 0.0015 -0.0067
Si -0.0024 0.0017 -0.0006
Si -0.0005 0.0002 0.0032
Si 0.0011 -0.0019 0.0015
Si 0.0037 -0.0012 0.0016
O -0.0004 -0.0004 0.0006
O 0.0007 -0.0004 0
O 0.0008 0.0002 0.0001
O 0.0011 0.0003 -0.0013
O -0.0002 -0.0002 0.0005
O 0.001 0.0015 -0.0011
O 0.0001 -0.001 0.0003
O 0.0003 -0.0006 0.0005
O -0.0006 -0.0014 -0.0042
O 0.0004 -0.0001 0.0002
O -0.0005 -0.0022 0.0023
O 0 -0.0013 0.0002
O 0.0013 -0.0003 -0.002
O 0.0001 0.0007 0.001
O 0.0007 0.0005 -0.0008
O 0.0003 0 0.001
Si -0.0001 0 -0.0001
Si -0.0013 -0.0012 0.0024
Si -0.0037 0.0001 0.0018
Si 0.0004 -0.0002 -0.0011
Si 0.0008 0.0001 -0.001
Si -0.0009 -0.0008 -0.0008
Si -0.0006 -0.0009 -0.0007
Si -0.0014 -0.0003 -0.0013
Si 0.0004 0.0038 0.0104
Si -0.0011 0.0012 0.0008
Si 0.0002 0.0004 -0.0012
Si -0.0002 -0.0015 0.0005
Si 0.0005 -0.0003 -0.0004
Si -0.0004 -0.0002 -0.0002
Si 0.001 0.001 -0.0014
Si 0.0001 0.0003 -0.0013
Si 0.0005 -0.0001 -0.0008
Si 0.0004 0 -0.0012
Si 0.0005 -0.001 -0.0033
Si -0.0004 -0.0015 -0.0011
Si 0 0.0005 0.0029
Si 0.0002 -0.0006 0.0004
Si -0.0007 -0.001 0.0044
Si -0.0004 -0.0001 -0.0016
Si -0.0015 0.0003 0.0051
Si 0.001 0.0008 -0.0013
Si 0.0017 -0.0083 0.006
Si 0.0013 -0.0018 0.0021
Si 0.0009 0 -0.0022
Si 0 -0.0001 -0.0009
Si -0.0001 -0.0003 -0.0009
Si 0.0016 -0.0003 -0.0016
Si 0.0006 -0.0005 -0.0027
Si -0.0002 -0.0006 -0.0002
Si 0.0003 0 -0.0006
Si -0.0004 0.0004 -0.0016
Si 0.0007 -0.0003 -0.0005
Si -0.0008 0.0001 0.0002
O 0.0003 -0.0013 -0.0002
O 0.0024 0.0048 0.0017
O -0.0001 -0.0013 0.0002
O -0.0006 0.0012 0.0005
O -0.0006 -0.0002 -0.0007
O -0.0031 -0.0004 -0.0029
O 0.0004 -0.0002 0.0004
O -0.0005 0 0.0001
O 0.0007 -0.0002 -0.0003
O 0 -0.0001 0.0004
O 0.0001 -0.0016 0.0001
O -0.0001 0.0001 -0.0002
O -0.0004 -0.0011 0.0014
O 0.0005 -0.0012 -0.0007
O -0.0005 -0.0015 0.0008
O 0.0015 0.0011 -0.0006
O 0.0001 -0.0001 -0.0026
O 0.0003 -0.0005 0.0007
O -0.001 0.0001 -0.0009
O 0 0.0003 0.0004
O 0.0009 -0.0007 0.0002
O 0.0051 0.0003 0.0023
O 0 -0.0006 -0.0002
O 0.0007 -0.0009 0.0009
O -0.0005 -0.0007 0.0006
O -0.0003 -0.0005 -0.0016
O 0.0006 0.0002 0
O -0.0068 0.0063 -0.0049
O 0.0001 -0.0007 -0.0001
O -0.0015 0.0006 -0.0037
O 0.0013 -0.001 -0.0013
O -0.0002 0.0002 -0.0031
O 0.0006 0.0008 -0.0014
O 0.0005 -0.0002 0.0001
O -0.0007 -0.001 0.0007
O 0.0028 0.001 0
O 0.0001 0.0003 0.0002
O 0.0006 0.0001 0.0003
O 0.0006 -0.0001 0.0003
O 0.0003 -0.0002 -0.0005
O -0.0004 0.001 0.0005
O 0.0006 -0.0004 0
O 0.0004 -0.0001 0
O 0.0005 -0.0002 0.0009
O 0.002 0.0051 0.0002
O 0.0032 0.0007 -0.0019
O 0.0031 -0.0007 -0.0043
O 0.0004 -0.0004 -0.0018
O 0.007 0.0003 -0.0032
O 0.0007 0.0003 -0.001
O -0.0047 -0.0004 0.0034
O -0.0005 0.0007 0.0001
O -0.0009 0.0006 -0.0004
O 0.0007 -0.0003 0.0019
O 0.0005 -0.0001 0.0007
O -0.0002 0.0004 0.0008
O -0.0006 0.001 0.0003
O 0.0016 0.0004 0.0001
O 0.0002 0 0.0003
O 0.0001 -0.0004 0.0007
O 0.0007 0.0014 0.0019
O 0.0022 -0.0002 -0.0004
O -0.0006 0.0009 0.0009
O 0.0021 0.0004 0.0002
O -0.0002 0.001 -0.0001
O 0.0006 -0.001 0.004
O -0.0001 -0.0002 0.0001
O 0.0021 0.0028 0.0013

The program warned: the cutoff lies below the one the program advises for these potential files; the forces do not sum to zero within the program's tolerance; the exchange-correlation potential is rough where the density is thin.
